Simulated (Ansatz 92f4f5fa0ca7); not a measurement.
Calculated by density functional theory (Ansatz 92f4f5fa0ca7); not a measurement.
Periodic cell of 216 atoms, Si120O64H32, with a vacuum gap, from a study of silicon, its oxide and their interface. The atomic structure is a simulated model.

Settings
functional: r2SCAN
potential files: Ansatz PAW
basis: plane waves
wave-function cutoff: 800 eV
density cutoff ratio: 5
exchange-correlation grid ratio: 1
k mesh: 1 x 1 x 1, shifted by 0.5 0.5 0 of a step
self-consistency stop: 1e-11 eV per atom in the density residual
occupations: fixed
spin: none
net charge: 0
applied field: sawtooth along c, amplitude +0.015 V/angstrom in the program's sign convention, ramp centred at 0.9874 of c and 0.0252 of c wide, no dipole correction

Cell vectors (angstrom)
a	10.88	0	0
b	0	10.88	0
c	0	0	39.7335

Atoms: element, x, y, z (angstrom)
Si	0.4324	-0.1958	26.0099
Si	2.9735	2.4093	26.3451
Si	-0.0865	5.5225	25.9135
Si	2.5925	8.424	26.1753
Si	5.0289	0.1102	26.1648
Si	7.7774	2.7602	25.8861
Si	5.8603	5.3054	26.1341
Si	8.5193	7.7219	26.0538
Si	1.451	1.2184	27.5984
Si	4.1762	4.1287	27.3413
Si	1.4093	6.7308	27.2901
Si	4.0291	9.501	27.6415
Si	6.7514	1.2309	27.3169
Si	9.5722	3.8813	27.1385
Si	6.9736	6.7553	27.5475
Si	9.6019	9.497	27.1771
Si	0	2.6625	28.6892
Si	2.7285	-0.066	29.02
Si	0.0327	8.1238	28.6558
Si	2.766	5.4228	28.6939
Si	5.4765	2.6854	28.7222
Si	8.2006	-0.083	28.6171
Si	5.5105	8.1135	28.7942
Si	8.297	5.2582	28.7282
Si	1.3699	4.0611	30.0353
Si	4.117	1.3911	30.169
Si	1.3094	9.4231	30.1791
Si	4.1042	6.758	30.0967
Si	6.8494	4.0061	30.0933
Si	9.5072	1.307	30.0332
Si	6.8563	9.5093	30.0852
Si	9.5769	6.7421	30.0473
Si	-0.042	-0.0276	31.4562
Si	2.7055	2.7352	31.4635
Si	0.0499	5.425	31.4351
Si	2.7364	8.106	31.4704
Si	5.4832	-0.0059	31.4552
Si	8.1787	2.6563	31.4469
Si	5.4659	5.3953	31.4362
Si	8.1899	8.1128	31.4226
Si	1.3268	1.3598	32.7969
Si	4.0701	4.0894	32.8145
Si	1.3709	6.7859	32.8244
Si	4.0798	9.5177	32.7864
Si	6.8063	1.3464	32.8226
Si	9.5276	4.0684	32.7695
Si	6.7962	6.7897	32.794
Si	9.4904	9.5056	32.82
Si	-0.0291	2.7281	6.9376
Si	2.6893	-0.0132	6.9067
Si	-0.0102	8.1575	6.932
Si	2.7215	5.4593	6.9486
Si	5.4339	2.7181	6.9217
Si	8.1323	-0.0036	6.9551
Si	5.4336	8.1743	6.9264
Si	8.1666	5.4309	6.912
Si	1.2964	4.1504	8.2687
Si	4.0403	1.3644	8.24
Si	1.315	9.5366	8.2988
Si	4.0697	6.8329	8.2947
Si	6.802	4.0799	8.2764
Si	9.465	1.384	8.3049
Si	6.7666	9.5424	8.3119
Si	9.4837	6.8277	8.2886
Si	-0.096	0.0021	9.651
Si	2.6699	2.7691	9.5208
Si	-0.0631	5.4998	9.6859
Si	2.6724	8.1709	9.6519
Si	5.3922	0.0435	9.6397
Si	8.1325	2.7554	9.7072
Si	5.4737	5.48	9.6052
Si	8.1364	8.193	9.6656
Si	1.241	1.4944	10.8408
Si	4.049	4.1133	10.8381
Si	1.2909	6.8592	11.0583
Si	4.0256	9.5547	10.9643
Si	6.726	1.4018	11.0378
Si	9.4447	4.1837	11.0887
Si	6.804	6.8282	11.0231
Si	9.4364	9.5379	11.1013
Si	-0.0518	2.8011	12.3534
Si	2.5945	0.1274	12.1004
Si	-0.0232	8.2041	12.5246
Si	2.6947	5.3999	12.2256
Si	5.3591	2.8425	12.294
Si	7.9856	0.0223	12.4655
Si	5.3624	8.1671	12.3162
Si	8.1413	5.5461	12.5464
Si	1.6442	3.851	13.6251
Si	3.7605	1.5971	13.4406
Si	1.0261	10.0579	13.5143
Si	4.1475	6.607	13.5653
Si	6.3999	4.4478	13.6874
Si	9.576	1.2891	13.6234
Si	6.8932	9.1939	13.7492
Si	9.3155	7.1206	13.9942
Si	2.8611	2.027	17.4555
Si	1.5476	4.8071	16.5831
Si	-0.9387	6.4916	17.1537
Si	5.6273	-1.8207	16.7023
Si	5.0901	0.9384	16.078
Si	7.6435	9.6087	18.8264
Si	3.1601	7.4329	16.3624
Si	11.4957	1.1217	23.192
Si	1.6497	10.0716	16.4462
Si	10.1587	0.1215	17.9713
Si	7.6727	2.5148	15.7855
Si	4.2328	3.8958	22.4262
Si	2.9828	10.7353	21.972
Si	-4.2409	7.1136	23.7974
Si	6.8955	1.1702	20.3279
Si	6.8122	5.1506	21.698
Si	-0.9912	7.8211	19.7426
Si	4.1186	1.9405	20.2249
Si	0.3785	10.1541	20.8243
Si	4.4973	8.975	23.9517
Si	8.9674	2.5996	18.5207
Si	6.8264	2.4917	22.9962
Si	1.5025	14.6747	23.9262
Si	8.6753	16.2286	19.39
O	-0.1501	0.2537	22.0293
O	1.9786	-0.7185	20.8598
O	1.9749	2.9323	25.1916
O	-1.2249	6.6434	25.5561
O	-3.4804	6.3635	22.592
O	-3.2117	7.9933	24.6873
O	1.5043	9.5119	25.5812
O	3.547	9.5217	22.8067
O	4.0263	1.327	25.7176
O	7.6768	2.1489	24.3454
O	8.2467	1.7425	19.6784
O	5.6629	2.0712	19.7553
O	5.7467	6.0807	24.6982
O	6.8525	4.0816	25.7497
O	5.274	10.1406	24.7851
O	10.9274	11.4931	24.6314
O	1.2392	4.6375	14.9962
O	-7.8263	1.8274	19.0388
O	4.4243	0.6979	14.6264
O	2.6859	2.6644	14.0938
O	1.8795	9.862	14.8726
O	-0.173	11.0599	14.02
O	3.2428	7.3183	14.7373
O	7.2378	5.2878	20.1384
O	5.2717	5.5517	14.1745
O	11.0441	5.3055	17.2448
O	8.989	2.013	14.977
O	10.4032	7.7112	18.1705
O	8.1626	8.2495	14.1118
O	6.1763	9.3025	15.2035
O	12.8933	3.3743	17.1759
O	9.7487	6.8506	15.5736
O	9.428	3.9306	19.283
O	-0.1084	-0.1627	19.4185
O	5.194	5.1096	21.9146
O	4.6629	7.778	16.8336
O	-2.2507	10.4977	17.8948
O	4.1317	11.5181	21.1816
O	2.2566	8.6521	16.9814
O	2.8828	-6.5486	23.2281
O	10.1774	1.7405	17.8622
O	2.6449	5.9802	16.873
O	6.7498	10.5267	19.8111
O	4.9144	10.4946	17.0072
O	5.2365	2.874	23.2483
O	6.9867	3.7689	15.0451
O	0.0893	10.2154	16.8317
O	5.589	-2.7523	23.1499
O	10.8144	-2.2874	20.8214
O	13.1271	0.6277	16.9116
O	-2.8778	2.9888	17.2858
O	3.5891	-2.839	24.9314
O	6.7502	8.7653	17.8018
O	6.6482	1.2715	15.8596
O	0.5464	2.7584	23.0775
O	-2.4096	8.5936	19.7484
O	2.1991	11.6988	23.0095
O	0.603	15.9036	24.4982
O	6.9516	1.2527	21.951
O	4.3315	2.1819	16.7817
O	8.5724	5.9425	17.8653
O	3.6548	14.0839	21.0928
O	7.471	3.7845	22.2641
O	9.6566	-4.5698	20.2553
H	0.5087	2.1853	33.7294
H	2.1454	0.5349	33.7294
H	3.2548	4.9176	33.7469
H	4.8897	3.2653	33.7469
H	2.2	5.9715	33.7568
H	0.5462	7.6049	33.7568
H	4.9047	8.6991	33.7188
H	3.2457	10.327	33.7188
H	5.9843	2.168	33.755
H	7.6207	0.5172	33.755
H	8.7062	4.8907	33.7019
H	10.3441	3.2414	33.7019
H	5.981	7.6181	33.7264
H	7.6215	5.9714	33.7264
H	8.6724	10.3312	33.7524
H	10.3216	8.6933	33.7524
H	-0.8457	3.5551	6.0052
H	0.7889	1.9025	6.0052
H	1.8707	0.8117	5.9743
H	3.5234	-0.8225	5.9743
H	-0.8414	8.9698	5.9995
H	0.8144	7.3386	5.9995
H	1.8923	6.2737	6.0161
H	3.5368	4.6311	6.0161
H	4.6144	3.5421	5.9892
H	6.2559	1.8965	5.9892
H	7.3179	0.8255	6.0226
H	8.9503	-0.8293	6.0226
H	4.6086	8.9929	5.994
H	6.2488	7.346	5.994
H	8.988	4.6086	5.9796
H	7.3414	6.2492	5.9796

Results
free energy: -113758.467 eV
free energy less fixed offsets of H -15.71, O -570.45, Si -639.56 eV per atom: 0.253 eV

Forces (eV/angstrom), in the order of the atoms: element, x, y, z
Si	0.0001	-0.0112	0.0293
Si	0.0055	-0.0024	0.0146
Si	-0.0009	0.0022	0.0261
Si	-0.0005	-0.0031	0.0209
Si	0.0019	-0.0006	0.0229
Si	0.0012	0.0032	0.0253
Si	0.0015	0.0023	0.024
Si	0.0042	0.0028	0.0259
Si	0.0076	0	-0.0126
Si	0.0055	-0.0058	-0.0049
Si	-0.0054	0.0046	-0.0223
Si	-0.0093	0.0024	-0.0164
Si	-0.0059	0.0036	-0.0106
Si	-0.0033	0.0053	-0.0103
Si	0.0023	-0.0055	-0.018
Si	0.0052	-0.0036	-0.0141
Si	0.0066	0.0016	0.0079
Si	0.0112	-0.0108	0.0061
Si	0.0055	0.0003	0.006
Si	0	-0.003	0.0087
Si	0.001	-0.0081	0.0114
Si	0.0036	-0.0036	0.0076
Si	-0.0054	-0.0001	0.0096
Si	-0.0038	0.0005	0.005
Si	0.0013	-0.0022	0.0173
Si	-0.0011	0.0052	0.0211
Si	-0.012	-0.0073	0.0196
Si	-0.003	0.0072	0.0248
Si	-0.0008	0.0193	0.0174
Si	-0.0135	-0.0072	0.0207
Si	-0.0016	0.01	0.028
Si	-0.0049	0.0037	0.0105
Si	0.0259	-0.0132	0.182
Si	0.0059	-0.003	0.1859
Si	-0.0253	0.0062	0.1686
Si	0.0196	-0.0033	0.1863
Si	0.0152	-0.0402	0.1765
Si	0.0159	-0.0014	0.1725
Si	0.0299	-0.0392	0.1714
Si	0.0248	-0.0235	0.1711
Si	0.0501	-0.0794	0.2343
Si	0.0526	-0.0554	0.3015
Si	0.119	-0.2104	0.4442
Si	0.0951	-0.0596	0.3014
Si	0.1387	-0.0739	0.4726
Si	0.1107	-0.0886	0.2265
Si	0.1139	-0.0927	0.2001
Si	0.0688	-0.1069	0.2815
Si	-0.1006	0.1003	-0.2285
Si	-0.0572	0.0523	-0.2676
Si	-0.1179	0.045	-0.2884
Si	-0.1884	0.1258	-0.4264
Si	-0.003	0.0379	-0.3438
Si	-0.0968	0.2092	-0.3518
Si	-0.1116	0.1092	-0.2146
Si	-0.0716	0.0795	-0.2077
Si	-0.0423	0.042	-0.1799
Si	-0.0092	0.0057	-0.1862
Si	-0.0162	0.0246	-0.1838
Si	-0.0024	0.0118	-0.1747
Si	-0.0016	-0.0027	-0.1908
Si	-0.0225	0.0226	-0.171
Si	-0.006	-0.0091	-0.1718
Si	-0.0153	0.0189	-0.1852
Si	0.0044	-0.013	-0.0148
Si	0.0141	-0.0031	-0.0146
Si	0.0086	-0.0143	-0.0169
Si	-0.0019	-0.0111	-0.0215
Si	0.0041	0.0091	-0.0206
Si	0.0119	0.0007	-0.0245
Si	-0.0021	-0.0067	-0.018
Si	0.0076	-0.0006	-0.0115
Si	0.0083	0.0013	-0.0159
Si	-0.0056	-0.0012	-0.0131
Si	-0.0039	0.0003	-0.0065
Si	-0.0019	0.0042	-0.0085
Si	-0.0078	0.0042	-0.0134
Si	-0.0067	0.002	-0.0088
Si	-0.0061	0.0033	-0.0118
Si	-0.0015	0.0039	-0.0078
Si	0.0042	-0.0043	0.0131
Si	0.0001	0.0061	0.0107
Si	-0.0024	0.0095	0.0145
Si	0.0073	-0.0068	0.0122
Si	-0.006	0.0039	0.0131
Si	0.0065	-0.008	0.0142
Si	0.0046	-0.0063	0.0074
Si	-0.0019	-0.0004	0.0113
Si	-0.0009	0.0038	0.0145
Si	0.0044	-0.0028	0.0133
Si	0.0042	-0.0081	0.0124
Si	-0.0045	0.0036	0.004
Si	-0.0012	0.0002	-0.0004
Si	-0.0051	0.005	0.0183
Si	-0.0071	-0.0007	0.0034
Si	-0.0097	-0.0006	0.013
Si	0.0015	-0.0013	0.0195
Si	0	-0.0021	0.0317
Si	-0.0045	0.0023	0.0415
Si	0.0058	0.0002	0.0281
Si	-0.0002	0.0026	0.0263
Si	0.0042	0.0069	0.0304
Si	-0.0004	0.0032	0.0246
Si	-0.0015	0.008	0.0417
Si	-0.0055	0.0061	0.0276
Si	-0.0006	-0.0007	0.0368
Si	-0.0015	-0.0041	0.0318
Si	-0.0025	0.0034	0.0322
Si	0.0014	-0.007	0.0333
Si	-0.0014	0.0077	0.0331
Si	-0.0092	0.0037	0.0783
Si	-0.0052	0.0006	0.038
Si	-0.0001	0.003	0.0288
Si	0.0029	0.0041	0.0381
Si	0.0086	0.0069	0.0418
Si	0.0039	-0.002	0.0404
Si	0.0028	-0.0033	0.0369
Si	0.0052	0.0012	0.0435
Si	-0.0075	0.0019	0.0373
Si	-0.0091	0.0015	0.037
O	-0.0022	-0.0114	-0.0249
O	-0.0068	-0.0033	-0.0163
O	-0.0061	0.0055	-0.0148
O	-0.0018	-0.0053	-0.0066
O	0.0025	-0.01	-0.0221
O	-0.0052	-0.0027	-0.0227
O	0.0002	0.0048	-0.0092
O	-0.0086	0.0095	-0.0235
O	-0.0028	-0.0014	-0.0055
O	-0.0039	-0.0008	-0.0236
O	0.0084	0.0036	-0.0185
O	0.001	0	-0.0187
O	0.0013	0.0034	-0.022
O	-0.0011	-0.0014	-0.005
O	-0.001	-0.0042	-0.0203
O	0.0012	0.006	-0.0221
O	-0.0008	-0.0055	-0.0267
O	-0.0084	0.0005	-0.0349
O	-0.0051	0.0038	-0.02
O	0.0012	-0.0001	-0.0149
O	-0.0029	0.0001	-0.0224
O	0.0004	-0.0002	-0.0241
O	0.0069	-0.0034	-0.0257
O	0.0116	0.0012	-0.0285
O	-0.0022	-0.0026	0.0057
O	0.0031	-0.0004	-0.0183
O	0.008	-0.0081	-0.0173
O	0.0001	-0.0059	-0.0222
O	0.0045	0.0104	-0.0068
O	0.0056	0.0029	-0.027
O	-0.0041	0.0079	-0.007
O	-0.002	0.0003	-0.0434
O	0.0006	-0.0037	-0.0113
O	-0.0057	0.0037	-0.0271
O	0.0018	-0.0007	-0.0105
O	-0.0033	-0.0003	-0.0138
O	0.0023	0.0009	-0.0099
O	0.0048	0.0081	-0.0239
O	0.001	-0.0011	-0.0225
O	0.0101	-0.0018	-0.0154
O	0.0018	-0.0013	-0.0201
O	0.0013	0.0017	-0.0177
O	0.0029	-0.0059	-0.0148
O	0.0001	0.0025	-0.0069
O	-0.002	0	-0.0072
O	-0.0016	0.0082	-0.0248
O	0.0078	-0.0034	-0.0244
O	0.0016	-0.0007	-0.0198
O	-0.0055	-0.0052	-0.0113
O	-0.0014	-0.006	-0.0122
O	-0.0083	0.0044	-0.0243
O	0.0084	0.0021	-0.022
O	-0.0085	-0.0049	-0.0202
O	0.0005	0.0023	-0.009
O	-0.002	-0.007	-0.0139
O	-0.0044	0.0014	-0.0141
O	0.0044	-0.0031	-0.0175
O	0.0052	-0.0055	-0.0113
O	0.0016	-0.006	-0.007
O	0.0056	-0.0027	-0.0125
O	0.0037	0.0027	-0.0245
O	-0.0002	-0.0088	-0.0241
O	0.0011	0.003	-0.0143
O	0.0005	0.0027	-0.0088
H	0.3194	-0.3556	-0.265
H	-0.2703	0.2702	-0.2684
H	0.3937	-0.2587	-0.2832
H	-0.3105	0.2275	-0.2695
H	-0.4035	0.305	-0.2031
H	0.2476	-0.2494	-0.3228
H	-0.3125	0.3132	-0.2359
H	0.2974	-0.2309	-0.3003
H	0.2663	-0.2444	-0.305
H	-0.3264	0.3652	-0.2182
H	0.2564	-0.2821	-0.3139
H	-0.3252	0.3874	-0.2296
H	0.2829	-0.2859	-0.3094
H	-0.2975	0.2976	-0.2375
H	0.2242	-0.4136	-0.2899
H	-0.2501	0.2943	-0.2641
H	0.2931	-0.4235	0.2268
H	-0.2411	0.2891	0.3195
H	0.2747	-0.306	0.2437
H	-0.3695	0.2215	0.2782
H	0.3102	-0.2759	0.2303
H	-0.2988	0.2936	0.2833
H	0.4169	-0.2344	0.1991
H	-0.3043	0.2463	0.3062
H	0.3149	-0.2696	0.2448
H	-0.3019	0.3199	0.2525
H	0.2784	-0.3803	0.2195
H	-0.2356	0.2997	0.3081
H	0.3535	-0.2758	0.245
H	-0.2519	0.2633	0.3138
H	-0.2887	0.3894	0.2692
H	0.2509	-0.2922	0.2549

The program warned: the cutoff lies below the one the program advises for these potential files; the forces do not sum to zero within the program's tolerance; empty levels may hold ghost states of the PAW files; the exchange-correlation potential is rough where the density is thin.
